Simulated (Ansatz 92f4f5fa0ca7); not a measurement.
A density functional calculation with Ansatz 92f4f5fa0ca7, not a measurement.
Periodic cell of 236 atoms, Si145O89B2, from a study of silicon, its oxide and their interface. The atomic structure is a simulated model.
Doubt: the cutoff is far below the 930 eV that the study's wrapper takes by default for these files, so forces and energies are approximate.
This geometry differs little from another in the collection (a relaxation step or a small displacement).

Settings: functional PBE; potential files Ansatz PAW; basis plane waves; wave-function cutoff 580 eV; density cutoff ratio 5; exchange-correlation grid ratio 1; k mesh 1 x 1 x 1, Gamma-centred; self-consistency stop 5e-08 eV per atom in the density residual; occupations fixed; spin none; net charge 0.

Cell vectors (angstrom)
a 11.6015 0 0
b 0 10.938 0
c 0 0 32.0622

Atoms and the computed forces on them: element, x, y, z (angstrom), force x, y, z (eV/angstrom)
Si -0.1876 -0.0641 23.2603 0.0026 -0.0108 -0.001
Si 3.681 0.2196 23.0782 -0.0012 -0.01 -0.0045
Si 7.5577 -0.1258 23.4311 0.0034 -0.0097 -0.0009
Si 1.6919 1.3787 23.4006 0.0027 0.0123 0.0052
Si 5.7437 1.4188 23.1738 0.0009 0.0102 0.0085
Si 9.4522 1.2315 23.3403 -0.0039 0.0059 -0.0017
Si 0.1726 5.3341 23.4378 0.0051 -0.0047 -0.0025
Si 4.126 5.3049 23.3777 -0.0049 -0.0042 0.0106
Si 8.0395 5.6142 23.5325 0.0017 0 0.0054
Si 2.1704 6.608 23.3593 0.0072 0.0015 0.0068
Si 5.9717 6.7747 23.4666 -0.0028 0.0042 0.0043
Si 10.0118 6.8769 23.5875 -0.0101 0.0101 0.0076
Si 1.9083 2.6688 25.369 -0.0022 0.0019 0.0061
Si 5.8351 2.6618 25.2441 -0.0043 0.0059 0.0065
Si 9.6379 2.6922 25.2449 0.0027 0.0068 0.0016
Si 11.6056 4.0168 25.365 -0.0001 0.0011 -0.0034
Si 3.8958 3.9799 25.309 0.0057 0.0009 -0.0093
Si 7.7476 4.0971 25.3303 -0.0001 -0.0077 -0.0099
Si 1.9809 8.159 25.1931 -0.002 0.0025 -0.006
Si 5.7797 8.1737 25.3541 0.0049 0.0011 -0.0078
Si 9.7146 8.2716 25.4221 0.0051 -0.0073 -0.0116
Si 11.6437 9.5673 25.2555 0.0021 0.0009 0.0092
Si 3.8724 9.5976 25.0593 -0.0018 0.0024 -0.002
Si 7.6944 9.5293 25.395 -0.0044 0.0001 0.0036
Si 11.6521 -0.0064 27.2028 0.0056 0.0025 0.0008
Si 3.9042 -0.0508 27.1159 -0.004 -0.0002 0.0082
Si 7.761 -0.0108 27.2764 -0.0013 0.0092 -0.0033
Si 1.9878 1.3175 27.2709 -0.0017 -0.0014 -0.0039
Si 5.8296 1.3283 27.1985 0.0042 -0.0039 0.0041
Si 9.6988 1.3396 27.1981 -0.0027 -0.0051 0.0081
Si 11.5961 5.4727 27.2277 -0.0045 -0.0044 -0.0051
Si 3.8493 5.4244 27.208 0.0053 -0.0022 -0.0018
Si 7.7154 5.4624 27.256 0.0009 0.0028 -0.0047
Si 1.9414 6.8295 27.1757 -0.001 0.0045 0.008
Si 5.7632 6.8014 27.2626 -0.0057 0 0.0011
Si 9.657 6.818 27.2729 0.0083 0.0102 0
Si 1.9464 2.7261 29.1712 0.0116 -0.0024 -0.004
Si 5.7948 2.7118 29.1399 0.0049 0.0017 -0.0142
Si 9.6808 2.7258 29.1425 0.0086 0.0039 -0.019
Si 0.0131 4.0994 29.1577 -0.0059 0.0035 0.0125
Si 3.8697 4.0908 29.1628 -0.0115 -0.0041 0.0093
Si 7.7314 4.082 29.1685 -0.0014 -0.0015 0.0222
Si 1.9444 8.1853 29.1349 -0.0044 0.0094 0.0004
Si 5.7917 8.1922 29.1698 -0.0084 0.0091 0.0176
Si 9.6749 8.2044 29.1809 -0.0052 -0.0128 0.0155
Si 0.0123 9.5626 29.1476 0.001 -0.0048 -0.0137
Si 3.8717 9.5695 29.1209 0.0127 -0.0094 -0.0208
Si 7.7335 9.5498 29.1862 0.0112 -0.0054 0.0002
Si 0 0 31.0965 0.0313 0.0145 -0.0844
Si 3.8672 0 31.0965 -0.0156 0.019 -0.2347
Si 7.7343 0 31.0965 -0.0357 0.0476 0.0957
Si 1.9336 1.3673 31.0965 -0.0144 -0.0693 0.0778
Si 5.8008 1.3673 31.0965 -0.0067 -0.0107 -0.1115
Si 9.6679 1.3673 31.0965 0.0074 -0.0665 -0.0971
Si 0 5.469 31.0965 0.0053 -0.0171 -0.019
Si 3.8672 5.469 31.0965 0.0195 0.0289 -0.0317
Si 7.7343 5.469 31.0965 -0.0037 -0.0418 -0.002
Si 1.9336 6.8362 31.0965 0.0142 -0.011 -0.126
Si 5.8008 6.8362 31.0965 -0.0345 -0.0665 0.0731
Si 9.6679 6.8362 31.0965 0.0358 -0.1079 0.0885
Si 1.9336 2.7345 0.9679 -0.0427 -0.0343 0.1448
Si 5.8008 2.7345 0.9679 -0.0133 -0.0343 -0.1631
Si 9.6679 2.7345 0.9679 0.0132 0.0043 0.0806
Si 0 4.1018 0.9679 -0.0734 -0.029 -0.1161
Si 3.8672 4.1018 0.9679 0.0199 -0.0303 0.1321
Si 7.7343 4.1018 0.9679 0.0196 0.0153 0.0191
Si 1.9336 8.2035 0.9679 -0.0068 0.0221 -0.0888
Si 5.8008 8.2035 0.9679 0.0106 0.0331 0.0032
Si 9.6679 8.2035 0.9679 -0.0498 0.069 -0.0029
Si 0 9.5708 0.9679 -0.0266 0.017 0.1252
Si 3.8672 9.5708 0.9679 -0.0603 -0.0043 0.1141
Si 7.7343 9.5708 0.9679 0.0432 -0.0252 0.0631
Si 11.5794 -0.0166 2.9374 0.0175 0.0228 -0.0027
Si 3.8351 0.0048 2.9281 -0.0162 0.0131 -0.0607
Si 7.7423 -0.0176 2.9194 -0.0099 0.0142 0.005
Si 1.8982 1.3821 2.93 0.0406 -0.0141 0.0164
Si 5.8013 1.3319 2.8608 -0.0102 -0.0018 0.0071
Si 9.6542 1.3633 2.9136 -0.0253 -0.0198 0.0479
Si 11.5622 5.4848 2.8738 -0.0216 -0.032 -0.0403
Si 3.8627 5.4737 2.9152 0.0249 -0.0029 0.0139
Si 7.7279 5.4852 2.8907 -0.0184 -0.0427 -0.0331
Si 1.9073 6.8044 2.8677 0.0051 0.0054 0.0082
Si 5.8009 6.8403 2.8968 0.0016 -0.0002 -0.0076
Si 9.6471 6.8549 2.9069 0.02 0.1399 0.0394
Si 1.8844 2.8126 4.8416 -0.0713 0.0338 -0.0704
Si 5.7953 2.7117 4.752 0.0415 0.0087 -0.0308
Si 9.6016 2.7579 4.8448 -0.0265 -0.0153 -0.0341
Si 11.5143 4.1291 4.7891 0.1114 -0.0555 0.0162
Si 3.8738 4.1074 4.8601 0.0066 0.0212 0.0007
Si 7.6982 4.1403 4.8257 -0.0806 -0.0294 -0.0045
Si 1.879 8.1388 4.7961 -0.0067 0.0338 -0.0287
Si 5.8009 8.245 4.8001 -0.0056 0.0243 -0.043
Si 9.6351 8.1636 4.9421 0.0395 -0.4814 0.1923
Si 11.5888 9.5678 4.9029 -0.0392 0.0556 0.0038
Si 3.8114 9.4694 4.7982 0.0262 -0.0107 0.0025
Si 7.7435 9.6128 4.9066 0.0182 0.0717 -0.0172
Si 11.5819 0.1316 6.8167 0.0462 -0.0237 -0.0004
Si 3.7776 -0.0535 6.6499 -0.003 0.0422 0.0361
Si 7.7522 0.0454 6.916 -0.0712 -0.0585 0.0066
Si 2.0332 1.4626 6.7628 -0.0656 -0.042 0.0228
Si 5.7297 1.2747 6.6338 0.0445 -0.003 -0.0086
Si 9.6828 1.5046 6.8663 0.0619 0.0018 0.0355
Si 11.3279 5.5875 6.6619 -0.1928 0.1069 0.0144
Si 3.8861 5.472 6.8437 -0.0151 0.1302 -0.0274
Si 7.7935 5.6741 6.6852 0.2257 0.0951 -0.0417
Si 1.8284 6.7314 6.6963 0.0069 -0.1199 0.0756
Si 5.8138 6.9618 6.7571 -0.0282 -0.1468 0.0807
B 9.5951 6.5339 6.2122 -0.0362 0.2749 0.0012
O 7.7262 9.8996 8.2065 0.007 0.0453 0.003
O 7.6154 4.8336 8.1186 0.0247 0.0213 -0.0081
O 3.4176 10.4033 8.2256 0.0092 0.0105 -0.0132
O 1.7875 7.7526 8.0002 -0.0026 -0.0019 -0.0258
O 3.9571 4.5863 8.2723 -0.0019 -0.0303 0.0112
O 9.8813 2.4477 8.2418 -0.0164 -0.0173 -0.0154
O 2.594 2.3223 8.1128 0.0212 0.0116 0.0037
O 11.2558 4.7311 8.0854 -0.0196 0.0286 -0.0767
O 5.3456 2.3895 7.8061 0.0015 -0.0248 -0.0095
O 5.8817 7.9413 8.1154 0.0125 0.0099 -0.0064
O 11.2541 10.1103 8.1292 0.0036 -0.0288 0.1386
O 11.2884 10.08 21.7836 -0.0017 0.0029 -0.0042
O 3.2576 10.7642 21.4865 0.0038 0.003 -0.0066
O 5.7706 7.7877 22.156 0.0004 0.0051 -0.0044
O 4.2275 4.4592 21.9262 0.0047 -0.004 -0.0092
O 7.6829 9.6931 22.1744 -0.0001 0.0028 -0.005
O 10.2968 7.6791 22.1623 0.0011 0.0042 -0.0104
O 1.6136 2.4107 22.1022 -0.0023 -0.0025 -0.0041
O 5.9556 2.454 21.8651 0.0009 -0.0016 -0.0039
O 8.465 4.7181 22.1941 -0.0005 -0.0007 -0.0056
O -0.048 4.4768 22.0092 0.0018 0.0033 -0.0037
O 2.3621 7.4403 21.9391 -0.0007 0.0069 -0.0034
O 9.1435 1.8781 21.8378 0.0018 -0.0053 -0.0029
Si 1.8652 8.0277 9.5838 -0.0152 0.0122 -0.0274
Si 5.0704 0.6297 17.6396 0.0001 0.0005 0.0182
Si 2.5002 5.4868 13.9665 -0.0014 -0.0005 0.0174
Si 10.6071 3.947 14.0541 0.0026 0.0109 0.0097
Si 8.3284 2.4224 15.2151 -0.004 -0.002 0.0225
Si 9.5629 2.2569 20.3147 0.0052 0.0033 0.0067
Si 10.532 3.6922 9.1009 0.0249 0.0126 -0.0076
Si 0.1144 2.4665 11.6016 0.0023 0.0036 -0.0203
Si 11.0615 8.2171 15.4469 0.001 -0.0053 0.0115
Si 5.1892 6.9833 13.9599 0.0026 -0.0005 0.016
Si 5.7597 2.6641 11.0632 0.0008 0.0072 0.0036
Si 8.5869 7.6746 19.3696 -0.0021 0.0003 0.014
Si 8.1309 4.8594 20.61 0.0013 0.0013 0.0082
Si 5.9826 9.6436 15.1496 0.0025 0.0049 0.0249
Si 2.126 7.6668 20.3474 0.0017 0.0005 0.0128
Si 1.9664 4.9192 18.7915 0.0044 0.0047 0.0179
Si 4.5249 3.4785 17.9856 0.0014 0.0016 0.0152
Si 8.5178 8.9694 16.8171 -0.0007 0.0021 0.0179
Si 0.8605 9.5993 13.3601 -0.0292 -0.0062 -0.0263
Si 10.0146 10.8535 11.7608 0.0468 -0.0055 -0.0652
Si 5.3638 3.7228 20.9979 -0.0045 0.0031 0.0084
Si 0.617 5.587 16.2684 0.0028 0.0025 0.0083
B 11.265 9.824 9.4663 -0.0164 0.0193 -0.0084
Si 6.5698 8.8997 21.2748 -0.0024 0.0016 0.0101
Si 7.1442 7.1419 11.4886 0.0114 0.0053 -0.0073
Si 2.719 0.7812 12.2128 -0.0049 0.0099 -0.0008
Si 10.8883 8.6808 21.0263 0.0072 -0.0035 0.0117
Si 6.0697 4.3689 15.5983 0.0009 -0.0012 0.0191
Si 7.1419 0.5416 12.9101 -0.0015 0.0094 0.0164
Si 4.0343 2.9725 8.5858 -0.0287 0.0174 -0.0026
Si 0.8376 6.8923 11.8971 -0.0136 0.0203 -0.0075
Si 6.6348 9.0393 9.0748 0.0132 -0.0006 -0.0399
Si 0.6838 3.3057 21.1217 0.0024 0.0016 0.0106
Si 9.7906 6.6058 12.9511 0.0108 0.0018 -0.0059
Si 7.7658 4.5829 9.7184 0.0052 0.0024 -0.029
Si 4.004 10.1047 20.177 0.003 0.0014 0.0114
Si 4.2978 3.1133 13.4751 0.0046 0.0061 0.0175
Si 3.9235 10.0331 9.7379 -0.005 -0.0072 0.0049
Si 8.0766 0.8227 17.9918 -0.0031 0.0023 0.0203
O 11.6408 3.3886 12.9331 -0.0005 0.0081 0.0107
O 9.3606 4.4061 9.9951 -0.0142 -0.0193 0.0114
O 8.8014 3.6097 19.8389 -0.0017 -0.0004 -0.0038
O 4.0869 -0.0424 18.759 0.0027 0.0037 -0.0091
O 11.3035 4.6229 15.3505 0.0058 -0.0007 -0.0073
O 10.2044 10.1814 10.2732 0.0652 0.0148 0.0021
O 3.8209 1.6023 13.095 -0.0007 -0.0029 -0.0031
O 0.6792 9.1583 14.919 -0.0062 0.0039 -0.0166
O 6.4987 1.0713 18.3282 0.0052 0.004 -0.0076
O 4.7867 3.1922 19.5769 0.0024 0.0002 -0.0094
O 6.3008 1.2458 11.692 0.0014 -0.0023 0.0021
O 0.7433 9.1577 9.9926 -0.0476 0.0375 -0.034
O 5.6742 4.3494 17.1931 0.0026 0.0025 -0.0093
O 8.3983 7.2512 12.4971 -0.0067 -0.0017 -0.0006
O 4.3818 2.6213 10.1487 0.0028 -0.0035 0.0007
O 2.076 5.672 15.5282 -0.0035 0.0035 -0.0033
O 3.4154 0.0481 10.941 0.0053 -0.0089 -0.0065
O 5.864 7.2437 12.4897 0.0001 0.0022 -0.0031
O 2.3528 6.3619 19.4208 0.0026 -0.0018 -0.0059
O 0.6962 4.9963 17.7787 -0.0003 0.0042 -0.0081
O 8.4687 10.7548 12.2699 0.0016 0.007 -0.0021
O 5.5419 10.0804 9.6874 -0.0135 0.0054 0.0138
O 0.5928 8.175 20.196 0.0026 -0.0023 -0.0039
O 9.8177 2.6614 14.6399 0.0064 0.0066 -0.0081
O 2.0572 10.6816 13.274 -0.0066 0.0013 -0.0054
O 9.9903 9.1783 16.1782 0.0056 0.0023 -0.0097
O 6.2167 10.395 13.7126 0.0055 0.0049 -0.0115
O 7.5239 1.6378 14.0475 0.0056 -0.0066 -0.0146
O 1.6781 3.9148 20.0149 0.0017 0.0031 -0.0077
O 5.9366 5.8371 14.8819 0.0004 0.0037 -0.0093
O 7.4032 8.9982 15.643 -0.0017 0.0043 -0.0108
O 1.5417 1.7064 11.5955 0.0026 -0.0026 0.0041
O 7.2947 8.3255 10.3761 -0.0053 0.005 0.0099
O 4.3294 2.0293 17.2449 0.0021 0.0032 -0.0068
O 6.9761 3.2338 10.1557 0.003 0 0.0016
O 11.6151 7.0863 16.4666 0.0001 0.0086 -0.0172
O 8.2306 10.1672 17.8447 0 0.0013 -0.0095
O 3.3488 8.5313 10.0234 0.0155 0.0118 0.0093
O 7.6144 3.864 15.4878 0.0016 -0.0004 -0.0069
O 3.1774 4.3583 17.8828 0.0009 0.0022 -0.0056
O 2.9365 3.97 13.6156 -0.0013 0.0039 -0.003
O 1.3346 8.3147 12.4966 -0.0174 0.0263 0.033
O 1.2389 5.7767 12.9921 0.0054 -0.0002 0.0067
O 5.0345 8.3609 14.8249 0.0055 0.0025 -0.0105
O 11.1828 2.4191 20.3087 -0.0004 0.0009 -0.005
O 11.0164 10.1568 12.8398 0.0292 0.0172 -0.0077
O 5.3311 3.6405 12.3107 -0.0022 -0.0007 -0.0028
O 5.1072 3.2585 14.8738 -0.0013 0.0023 -0.01
O 6.4985 4.8265 20.5566 0.0029 0.0018 -0.004
O 8.4526 1.5737 16.5974 0.0027 0.0018 -0.0113
O 10.4139 1.4861 11.6246 -0.0057 -0.065 0.0126
O 10.8284 6.785 11.7002 0.0065 -0.009 0.0156
O 3.2334 8.7267 19.8185 -0.0044 0.0011 -0.0044
O 1.5383 6.6757 10.4416 0.0012 0.0052 0.0098
O 7.1717 8.1801 19.9684 0.0047 -0.0033 -0.0058
O 8.4892 7.6134 17.7367 0.002 0.0016 -0.0092
O 3.6847 6.5135 13.6105 0.0075 0.0027 -0.0033
O 9.605 5.0378 13.3564 0.0075 0.0023 0.0072
O 5.5321 9.9948 20.7112 0.0025 -0.0027 -0.003
O 10.337 7.4531 14.2131 0.0004 0.0024 0.0058
O 8.8024 6.1661 19.9283 0.0012 -0.0003 -0.0049
O 7.137 5.7603 10.6366 -0.0027 0.0033 0.0255
O 5.3264 10.6072 16.3198 0.0038 -0.0036 -0.0147
O 9.0841 1.1704 19.2143 0.0014 0.0004 -0.0107
O 11.6713 3.2562 10.1773 -0.0115 -0.0006 0.0073
O 9.744 8.72 19.8651 -0.0019 -0.0006 -0.0072

Results
free energy: -143103.059 eV
free energy less fixed offsets of B -154.04, O -568.88, Si -635.61 eV per atom: -1.209 eV

The program warned: the cutoff lies below the one the program advises for these potential files; the exchange-correlation potential is rough where the density is thin.
